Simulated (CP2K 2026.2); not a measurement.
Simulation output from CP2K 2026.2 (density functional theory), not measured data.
Periodic cell of 508 atoms, Si352O156, from a study of silicon, its oxide and their interface. The atomic structure is a simulated model.
Doubt: the forces sum to 0.92 eV/angstrom along one axis rather than to zero, so they err by at least 0.0018 eV/angstrom per atom on average; the grid cutoff is modest.

Settings: functional PBE; method Gaussian and plane waves; basis set DZVP-MOLOPT-SR-GTH; pseudopotentials GTH-PBE; grid cutoff 350 Ry, relative cutoff 50 Ry; k points Gamma only; occupations fixed; spin none; net charge 0.

Cell vectors (angstrom)
a	15.3866	0	0
b	0	15.3866	0
c	-0.5685	-0.4715	38.2274

Atoms and the computed forces on them: element, x, y, z (angstrom), force x, y, z (eV/angstrom)
Si	14.763	14.634	32.258	0.056	0.132	0.728
Si	-0.331	3.773	32.298	-0.256	-0.161	0.675
Si	-0.461	6.896	32.207	-0.178	0.133	0.721
Si	14.872	11.512	32.25	-0.112	-0.113	0.76
Si	3.163	-0.147	32.206	0.108	-0.157	0.751
Si	3.216	2.966	32.271	0.154	0.102	0.754
Si	3.186	7.518	32.042	0.166	-0.21	0.681
Si	3.344	10.646	32.215	-0.139	0.082	0.753
Si	7.068	-0.144	32.087	0.055	-0.202	0.846
Si	7.119	2.981	32.09	0.018	0.186	0.811
Si	7.127	7.528	32.001	0.012	-0.237	0.826
Si	7.055	10.613	32.222	0.191	0.087	0.811
Si	11.035	-0.329	32.11	-0.117	-0.178	0.737
Si	11.043	2.841	31.914	0.016	0.318	0.792
Si	11.092	8.101	31.885	0.028	0.1	0.02
Si	11.062	10.54	32.157	-0.067	-0.316	0.534
Si	1.305	14.955	33.567	-0.022	-0.007	-0.032
Si	1.444	3.403	33.728	-0.014	0.013	-0.012
Si	1.41	7.221	33.552	-0.016	0.008	0.008
Si	1.416	11.1	33.506	0.013	-0.006	-0.009
Si	5.161	14.885	33.418	0.012	-0.003	-0.04
Si	5.221	3.267	33.45	0.011	-0.014	-0.039
Si	5.187	7.172	33.327	0.015	0.009	-0.039
Si	5.204	10.881	33.602	0.017	0.009	-0.028
Si	9.038	14.865	33.35	-0.016	0.003	-0.049
Si	9.131	3.295	33.274	-0.02	-0.019	-0.055
Si	9.17	7.293	33.177	-0.034	-0.048	-0.04
Si	9.083	10.967	33.387	-0.016	0.029	-0.063
Si	12.862	14.864	33.559	-0.024	0	-0.027
Si	12.941	3.342	33.297	0.007	-0.012	-0.033
Si	12.883	7.308	33.311	0.045	-0.037	-0.006
Si	12.926	11.064	33.499	0.003	0.019	0.013
Si	1.315	1.44	34.967	-0.002	-0.003	0.043
Si	1.481	5.354	34.962	-0.012	-0.013	0.043
Si	1.36	9.163	34.864	-0.023	0.009	0.022
Si	1.42	13.003	34.877	-0.003	0.021	0.052
Si	5.205	1.378	34.852	-0.008	-0.005	0.057
Si	5.228	5.256	34.717	0.012	-0.017	0.004
Si	5.205	8.97	34.896	0.012	-0.01	0.039
Si	5.207	12.934	34.772	0.005	-0.002	0.023
Si	9.091	1.41	34.737	0	0.005	0.054
Si	9.15	5.304	34.563	-0.04	-0.005	-0.014
Si	9.096	9.069	34.768	0.006	-0.013	0.019
Si	9.047	12.933	34.712	0.007	0.006	0.025
Si	12.937	1.477	34.791	0.013	-0.011	0.024
Si	12.855	5.309	34.659	0.027	0.01	-0.034
Si	12.992	9.123	34.82	0.012	-0.002	-0.021
Si	12.853	12.951	34.889	0.005	-0.007	0.046
Si	14.778	1.444	36.252	-0.012	-0.004	0.027
Si	14.8	5.31	36.105	0.01	-0.009	-0.031
Si	-0.536	9.121	36.231	0.018	0.02	0.037
Si	14.832	12.962	36.186	0.01	0.001	-0.018
Si	3.299	1.412	36.23	0.007	0.024	-0.005
Si	3.406	5.295	36.241	0.001	0.01	0.018
Si	3.285	9.091	36.226	0.012	0.001	-0.015
Si	3.337	12.976	36.211	-0.013	0.004	0
Si	7.174	1.405	36.137	-0.003	-0.004	-0.024
Si	7.211	5.281	36.006	0.025	-0.004	-0.01
Si	7.181	9.048	36.163	-0.028	0.018	0.004
Si	7.147	12.943	36.113	-0.015	-0.008	-0.01
Si	10.993	1.441	36.129	-0.002	-0.013	-0.033
Si	10.981	5.285	36.075	0.01	-0.044	-0.004
Si	11.02	9.107	36.135	-0.005	0.016	-0.039
Si	10.917	12.958	36.177	0.011	0.004	-0.003
Si	14.816	14.88	37.558	0.014	-0.004	0.01
Si	14.812	3.405	37.525	0.002	-0.013	0.004
Si	-0.555	7.179	37.542	0.009	0.013	-0.004
Si	-0.549	11.054	37.56	-0.004	-0.01	0.009
Si	3.32	14.883	37.578	-0.004	0.006	0.01
Si	3.329	3.352	37.558	-0.008	-0.011	0.006
Si	3.326	7.195	37.6	0.004	0.001	0.006
Si	3.319	11.037	37.547	-0.007	0.002	0.01
Si	7.167	14.866	37.498	-0.01	0.005	0.004
Si	7.175	3.368	37.442	-0.004	0.009	-0.006
Si	7.188	7.134	37.499	0.005	-0.003	-0.01
Si	7.151	11.013	37.484	0.006	0.005	0.006
Si	10.977	14.901	37.507	0.002	0.004	0.008
Si	10.979	3.371	37.476	0.002	0.006	0.001
Si	11.001	7.183	37.488	0.011	-0.001	0.005
Si	10.97	11.025	37.516	0.007	-0.011	0.003
Si	1.931	-0.015	11.566	0.005	-0.011	-0.013
Si	1.935	3.793	11.55	-0.002	0.012	-0.013
Si	1.929	7.684	11.535	0.007	-0.016	-0.013
Si	1.921	11.511	11.551	0.013	0.008	-0.003
Si	5.792	-0.01	11.527	0.013	-0.008	-0.012
Si	5.815	3.815	11.54	-0.005	0.004	-0.006
Si	5.816	7.678	11.511	-0.006	0	-0.007
Si	5.789	11.504	11.514	0.004	-0.001	-0.016
Si	9.658	-0.023	11.561	-0.003	-0.013	0
Si	9.651	3.795	11.569	-0.006	0.004	-0.002
Si	9.665	7.683	11.578	-0.002	-0.001	-0.005
Si	9.65	11.472	11.547	-0.004	0.011	-0.014
Si	13.515	-0.03	11.571	-0.001	0	-0.013
Si	13.493	3.807	11.575	0.003	-0.003	-0.001
Si	13.477	7.672	11.584	0.013	0.01	0.001
Si	13.488	11.478	11.57	-0.019	-0.004	-0.001
Si	1.934	1.893	12.964	0.004	0.008	-0.006
Si	1.948	5.742	12.851	0.011	-0.005	-0.018
Si	1.888	9.594	12.922	-0.006	-0.012	0.012
Si	1.911	13.44	12.905	0.001	0.009	0.025
Si	5.765	1.9	12.912	-0.007	-0.011	0.001
Si	5.876	5.761	12.859	0.002	0.004	-0.011
Si	5.78	9.587	12.878	0.018	0.022	-0.019
Si	5.811	13.437	12.842	-0.014	-0.002	-0.003
Si	9.663	1.883	12.959	0.003	-0.002	0.024
Si	9.673	5.737	12.901	0.008	-0.005	-0.016
Si	9.662	9.589	12.981	-0.006	-0.002	0.029
Si	9.654	13.404	12.866	0.004	-0.012	-0.016
Si	13.565	1.889	12.952	0.004	-0.012	0.001
Si	13.448	5.739	12.928	-0.005	-0.007	0.007
Si	13.469	9.576	12.987	-0.005	0.012	0.021
Si	13.492	13.411	12.903	0.016	0.008	0.013
Si	0.064	1.889	14.415	-0.04	-0.006	-0.009
Si	0.022	5.737	14.204	0.027	0.02	-0.037
Si	-0.001	9.593	14.369	-0.02	0.007	-0.012
Si	-0.01	13.417	14.305	0.023	-0.015	-0.038
Si	3.856	1.937	14.318	0.029	-0.001	-0.011
Si	3.925	5.752	14.121	-0.009	-0.002	-0.049
Si	3.84	9.586	14.209	0.025	0.015	-0.024
Si	3.887	13.47	14.171	-0.01	0.004	-0.057
Si	7.678	1.87	14.263	0.03	-0.01	-0.034
Si	7.786	5.786	14.272	-0.012	0.006	-0.02
Si	7.679	9.604	14.265	-0.028	-0.001	-0.047
Si	7.732	13.41	14.197	0.029	-0.004	-0.036
Si	11.647	1.862	14.281	0.002	-0.016	-0.045
Si	11.53	5.712	14.337	0.008	-0.012	-0.004
Si	11.572	9.573	14.414	0.006	0.004	-0.035
Si	11.558	13.372	14.233	-0.027	0.005	-0.027
Si	-0.008	-0.092	15.749	-0.01	0.003	0.063
Si	0.13	3.911	15.681	0.023	-0.004	0.079
Si	0.002	7.6	15.636	-0.006	-0.017	0.046
Si	-0.027	11.525	15.748	-0.004	0.008	0.031
Si	3.862	-0.033	15.602	-0.026	0.009	0.036
Si	3.915	3.932	15.596	-0.03	-0.001	0.104
Si	3.844	7.637	15.497	-0.012	-0.014	0.033
Si	3.846	11.534	15.486	-0.019	0.007	0.025
Si	7.706	-0.098	15.579	-0.003	0.014	0.03
Si	7.743	3.828	15.577	0.004	0.003	0.034
Si	7.717	7.719	15.665	0.012	0.005	0.029
Si	7.674	11.535	15.607	0.011	-0.005	0.027
Si	11.589	-0.113	15.568	-0.002	0.01	0.029
Si	11.655	3.757	15.679	0.019	0.005	0.028
Si	11.505	7.602	15.779	0.01	0.024	0.037
Si	11.567	11.561	15.742	-0.018	-0.027	0.023
Si	1.987	14.91	16.939	-0.098	0.087	-0.764
Si	2.062	4.666	16.857	-0.097	0.298	-0.785
Si	1.979	7.136	16.812	-0.092	-0.333	-0.553
Si	2.007	11.791	16.888	-0.167	-0.104	-0.712
Si	5.782	14.973	16.881	0.022	0.29	-0.748
Si	5.861	4.258	16.901	-0.047	-0.243	-0.798
Si	5.722	7.404	16.862	0.058	0.22	-0.777
Si	5.701	11.825	16.847	0.137	-0.276	-0.815
Si	9.662	0.158	16.854	-0.046	-0.29	-0.762
Si	9.655	3.336	16.833	0.059	0.258	-0.794
Si	9.571	8.138	17.091	0.056	-0.447	-0.768
Si	9.57	11.333	16.973	0.013	0.35	-0.766
Si	13.396	14.964	17.029	0.108	0.13	-0.778
Si	13.607	4.14	17.018	-0.074	-0.239	-0.783
Si	13.48	7.26	17.001	0.027	0.181	-0.809
Si	13.454	11.827	17.158	0.047	-0.195	-0.752
Si	6.789	-0.157	19.627	-0.056	-0.047	-0.175
Si	2.596	3.676	19.868	0.003	-0.001	-0.133
Si	13.685	3.914	23.106	0.679	-0.349	0.003
Si	1.755	9.407	18.951	0.062	-0.07	-0.226
Si	1.928	0.707	19.802	-0.016	0.092	-0.071
Si	4.337	14.995	21.544	-0.06	0.09	-0.017
Si	2.09	5.041	22.409	-0.017	-0.078	0.074
Si	11.793	5.465	21.496	0.071	-0.022	0.008
Si	8.061	2.084	21.029	0.066	0.036	-0.191
Si	1.513	1.677	25.825	0.053	0.121	0
Si	9.34	9.984	22.209	-0.058	-0.017	-0.022
Si	9.087	13.53	19.148	0.05	-0.074	-0.229
Si	10.213	12.906	22.015	-0.114	-0.002	-0.023
Si	8.509	8.388	19.839	0.106	-0.027	-0.225
Si	12.858	12.09	25.024	0	0.038	-0.052
Si	11.405	9.63	24.207	-0.015	-0.095	0.139
Si	6.334	14.582	25.948	-0.033	0.006	0.185
Si	13.061	1.963	19.147	0.029	-0.021	-0.148
Si	13.136	8.24	21.941	0.09	-0.157	-0.13
Si	0.353	2.769	23.264	-0.579	0.496	-0.317
Si	14.984	6.497	23.702	-0.137	-0.108	-0.007
Si	5.711	3.722	19.873	0.008	-0.012	-0.175
Si	6.901	6.119	21.292	0.013	-0.113	-0.004
Si	5.775	8.254	25.362	0.057	0.035	-0.1
Si	4.297	12.197	22.882	-0.03	-0.143	-0.059
Si	4.245	1.063	24.36	-0.002	0.116	0.036
Si	3.802	9.54	21.317	0.085	0	-0.195
Si	5.976	9.634	19.052	-0.036	-0.033	-0.13
Si	2.641	12.138	25.361	-0.057	0.1	0.141
Si	10.416	3.59	19.637	0.067	-0.069	-0.113
Si	13.963	9.48	19.187	-0.059	0.06	-0.205
Si	12.111	0.777	27.251	0.134	0.006	0.073
Si	14.752	9.216	30.115	-0.106	-0.116	0.235
Si	-0.211	0.237	27.789	-0.094	0.098	-0.037
Si	11.841	1.606	24.326	0.018	0.109	-0.074
Si	10.947	13.352	27.003	0.009	-0.028	0.106
Si	0.329	6.296	26.604	-0.102	0.023	-0.063
Si	3.364	5.173	30.018	-0.049	0.087	0.124
Si	14.801	0.583	21.287	-0.01	0.164	-0.089
Si	9.173	5.23	23.161	0.003	-0.001	-0.067
Si	4.065	10.038	27.104	-0.112	0.066	0.002
Si	5.095	3.429	25.839	-0.054	-0.022	0.022
Si	4.458	6.953	23.028	-0.112	-0.004	-0.184
Si	8.674	12.962	24.785	0.105	0.018	-0.029
Si	10.589	12.748	30.085	0.19	0.003	0.14
Si	6.548	5.233	29.947	-0.006	-0.028	0.27
Si	6.942	10.77	23.747	-0.037	-0.024	0.016
Si	11.983	8.053	29.631	-0.359	-0.059	0.604
Si	14.769	1.699	30.223	0.022	-0.087	0.172
Si	1.244	12.958	27.817	0.101	0.1	-0.123
Si	0.142	11	25.911	0.009	0.066	0.06
Si	7.442	12.882	30.198	0.007	0.025	0.127
Si	3.267	12.95	30.053	-0.028	0.047	0.175
Si	12.853	14.286	22.914	-0.019	0.095	0.053
Si	1.274	8.912	27.644	0.029	0.009	0.001
Si	2.446	4.205	27.13	-0.011	-0.006	0.168
Si	5.498	12.594	28.083	-0.017	-0.013	0.045
Si	7.538	4.434	27.085	-0.134	-0.157	0.065
Si	11.067	7.93	26.78	0.178	-0.051	0.176
Si	7.134	1.743	26.644	0.126	0.025	0.114
Si	8.515	6.748	25.688	-0.026	-0.072	-0.042
Si	8.757	2.235	23.972	0.081	0.053	0.003
Si	12.843	5.789	27.899	-0.038	0.072	0.103
Si	12.07	3.033	29.195	-0.061	0.145	0.113
Si	1.939	15.356	0.676	0.005	0	-0.001
Si	1.939	3.841	0.651	0.004	0.009	0.004
Si	1.941	7.64	0.682	0.005	-0.012	0.009
Si	1.955	11.515	0.675	0	-0.006	0.002
Si	5.829	15.355	0.669	-0.007	0.016	-0.001
Si	5.842	3.825	0.643	-0.015	0.006	-0.006
Si	5.845	7.659	0.672	-0.019	0.018	0.01
Si	5.818	11.504	0.659	-0.008	-0.014	0
Si	9.638	15.359	0.655	0.008	0	-0.01
Si	9.636	3.829	0.625	0.007	-0.001	-0.005
Si	9.661	7.642	0.647	-0.009	0.002	0.005
Si	9.624	11.495	0.651	0.001	-0.013	-0.003
Si	13.457	15.351	0.668	0.007	-0.009	-0.005
Si	13.459	3.845	0.647	-0.004	0.001	-0.005
Si	13.473	7.66	0.657	0.003	0.001	0.001
Si	13.465	11.519	0.66	0.007	-0.011	0.004
Si	1.943	1.909	2.013	-0.001	-0.003	-0.006
Si	1.948	5.733	2.045	-0.013	0.001	0.005
Si	1.948	9.581	2.024	-0.002	0	-0.005
Si	1.948	13.435	2.036	-0.002	0	-0.002
Si	5.823	1.903	2.015	0.019	-0.006	0.004
Si	5.814	5.735	2.025	0.002	0	0.001
Si	5.822	9.586	2.028	0.022	-0.007	0.008
Si	5.811	13.429	2.023	0.015	0.002	-0.002
Si	9.635	1.906	2.002	-0.009	-0.005	0.005
Si	9.648	5.731	2.017	0.003	0.002	0.005
Si	9.637	9.572	2.011	-0.009	0.003	0.008
Si	9.64	13.427	2.009	0.007	0.003	0.005
Si	13.475	1.908	2.003	-0.001	0	-0.002
Si	13.474	5.747	2.028	0	-0.003	0.007
Si	13.477	9.589	2.014	-0.01	0.001	-0.002
Si	13.471	13.433	2.03	-0.007	0.007	0.005
Si	0.015	1.902	3.371	-0.004	0.001	-0.001
Si	0.015	5.738	3.386	0.004	-0.009	0.001
Si	0.018	9.587	3.378	-0.001	-0.005	-0.001
Si	0.017	13.435	3.382	-0.001	-0.009	-0.001
Si	3.88	1.903	3.365	0.003	0.016	-0.001
Si	3.885	5.736	3.384	-0.005	-0.001	-0.002
Si	3.882	9.582	3.376	0.008	-0.011	-0.006
Si	3.881	13.435	3.382	-0.004	-0.001	-0.006
Si	7.73	1.899	3.391	0.001	0.007	0.002
Si	7.73	5.738	3.388	0.002	0.007	0.001
Si	7.732	9.584	3.398	-0.002	0.007	0.006
Si	7.728	13.432	3.386	-0.001	-0.001	0.001
Si	11.558	1.9	3.371	-0.004	0.003	-0.002
Si	11.56	5.738	3.389	0.005	-0.003	0.003
Si	11.558	9.585	3.379	-0.001	0	-0.001
Si	11.553	13.431	3.384	0.006	-0.01	0
Si	0.02	-0.023	4.735	-0.004	-0.002	-0.005
Si	0.019	3.816	4.745	-0.007	0.011	-0.002
Si	0.02	7.664	4.742	-0.004	-0.012	-0.004
Si	0.02	11.51	4.741	-0.004	0.007	-0.004
Si	3.876	-0.022	4.735	0.007	-0.004	-0.003
Si	3.879	3.815	4.746	0.002	0.006	0.001
Si	3.878	7.66	4.743	0.002	-0.007	-0.002
Si	3.877	11.508	4.74	0	-0.003	-0.006
Si	7.725	-0.03	4.747	0.01	-0.005	-0.004
Si	7.726	3.819	4.755	0.003	0.002	-0.001
Si	7.724	7.658	4.754	-0.002	-0.007	0.002
Si	7.727	11.513	4.752	0.014	0.001	-0.001
Si	11.56	-0.026	4.735	-0.003	-0.006	-0.009
Si	11.565	3.815	4.745	0.004	0.008	-0.005
Si	11.562	7.663	4.743	-0.007	-0.008	-0.004
Si	11.561	11.509	4.742	-0.005	0.01	-0.003
Si	1.947	-0.025	6.096	-0.007	0.003	0.001
Si	1.948	3.818	6.101	-0.006	-0.005	0
Si	1.948	7.661	6.099	0.001	0.004	-0.003
Si	1.947	11.51	6.098	-0.001	-0.006	-0.001
Si	5.796	-0.03	6.105	0.008	0.006	0.002
Si	5.8	3.819	6.114	0.001	-0.001	0.005
Si	5.797	7.657	6.111	0	0.006	0.003
Si	5.798	11.513	6.107	0.01	-0.005	0.001
Si	9.648	-0.032	6.108	0.002	0.005	0.003
Si	9.65	3.818	6.114	0.004	-0.006	0.005
Si	9.648	7.658	6.112	0.002	0.01	0.006
Si	9.649	11.516	6.113	0.003	-0.005	0.008
Si	13.484	-0.03	6.098	-0.008	0.003	0.002
Si	13.485	3.817	6.108	-0.007	-0.014	0.003
Si	13.485	7.659	6.105	0.001	0.007	0.001
Si	13.485	11.512	6.103	-0.002	-0.01	0.004
Si	1.947	1.896	7.463	0	0.014	0.003
Si	1.945	5.741	7.466	-0.001	0.001	0.003
Si	1.944	9.585	7.458	0	-0.011	0
Si	1.943	13.435	7.458	0.003	-0.01	0.001
Si	5.798	1.891	7.468	0.007	-0.002	0.002
Si	5.799	5.74	7.484	-0.003	0	0.003
Si	5.796	9.586	7.463	0.005	-0.007	0.003
Si	5.796	13.436	7.476	-0.007	-0.003	0
Si	9.653	1.89	7.465	-0.001	0.003	-0.006
Si	9.654	5.738	7.48	0.001	-0.004	0.002
Si	9.651	9.587	7.461	-0.005	0	0
Si	9.651	13.437	7.479	0.006	0.006	0.001
Si	13.487	1.891	7.461	0	0.008	-0.003
Si	13.482	5.738	7.474	0.004	-0.003	-0.004
Si	13.487	9.586	7.457	-0.006	0	-0.001
Si	13.484	13.436	7.467	0.003	0.005	-0.001
Si	0.02	1.895	8.822	-0.018	-0.009	-0.003
Si	0.02	5.741	8.832	-0.005	-0.002	-0.002
Si	0.018	9.582	8.819	0.001	0	-0.007
Si	0.021	13.431	8.827	0	0.005	-0.008
Si	3.871	1.895	8.826	0.003	-0.004	0.003
Si	3.864	5.739	8.835	-0.008	0.003	0.002
Si	3.866	9.589	8.817	0.003	0.002	-0.005
Si	3.86	13.437	8.828	-0.004	-0.001	-0.002
Si	7.73	1.891	8.817	0.013	-0.004	-0.001
Si	7.733	5.739	8.841	-0.002	0.003	0.006
Si	7.728	9.585	8.81	0.014	0.006	-0.003
Si	7.725	13.436	8.838	0.012	-0.004	0.005
Si	11.573	1.889	8.83	-0.007	-0.006	-0.003
Si	11.571	5.736	8.855	0.006	0	0.002
Si	11.572	9.584	8.822	0.003	0.005	-0.005
Si	11.574	13.435	8.848	-0.003	-0.003	0.005
Si	0.027	-0.025	10.183	0	-0.004	0.009
Si	0.017	3.814	10.19	-0.002	0.013	-0.002
Si	0.003	7.667	10.191	0.002	-0.007	0
Si	0.01	11.499	10.184	-0.003	0	0.006
Si	3.856	-0.024	10.191	-0.002	-0.009	0.003
Si	3.872	3.812	10.197	-0.003	0.006	0.005
Si	3.866	7.674	10.184	0.003	-0.004	-0.001
Si	3.85	11.508	10.183	0.006	-0.001	0
Si	7.733	-0.016	10.191	-0.008	-0.002	0.001
Si	7.738	3.801	10.188	0.002	0.002	-0.001
Si	7.751	7.678	10.186	-0.002	-0.004	-0.003
Si	7.727	11.494	10.179	0	-0.002	0
Si	11.584	-0.021	10.208	0.005	-0.002	0.006
Si	11.574	3.797	10.206	-0.006	0.013	0.004
Si	11.573	7.676	10.201	-0.004	-0.005	-0.001
Si	11.574	11.494	10.194	0	0.004	-0.002
O	2.084	0.536	18.208	0.208	0.477	0.152
O	2.033	13.342	17.463	0.126	0.039	0.257
O	2.262	4.092	18.363	0.029	-0.091	0.226
O	3.652	10.853	22.253	-0.284	0.008	0.151
O	3.49	5.654	22.933	0.336	-0.3	0.063
O	2.518	9.443	20.358	-0.225	-0.18	0.251
O	5.161	9.649	20.441	0.355	0.314	0.284
O	5.97	0.356	18.317	-0.245	0.762	0.225
O	5.602	13.394	17.266	-0.049	-0.11	0.205
O	4.17	0.574	22.828	0.195	0.224	-0.03
O	7.581	9.601	19.277	0.191	0.324	0.198
O	5.798	5.839	17.334	0.19	0.204	0.488
O	0.64	9.518	26.28	-0.164	-0.572	-0.412
O	9.771	14.688	18.238	0.341	0.037	0.247
O	9.603	1.745	17.222	-0.273	0.067	0.437
O	6.048	5.246	20.248	-0.386	0.233	-0.102
O	9.654	4.057	18.289	-0.4	0.432	0.389
O	9.722	9.748	17.317	0.309	0.033	0.372
O	9.397	12.129	18.394	-0.121	-0.097	0.505
O	13.781	3.167	18.326	0.267	0.158	0.231
O	13.15	0.598	18.277	-0.098	0.082	0.359
O	13.51	5.7	17.531	-0.157	-0.156	0.24
O	12.261	7.001	21.371	-0.362	0.141	-0.292
O	13.426	10.866	18.499	-0.459	0.177	0.343
O	13.443	13.417	17.617	-0.186	0.024	0.317
O	6.64	2.817	20.816	-0.418	-0.056	0.185
O	1.838	2.282	20.168	-0.353	0.168	0.405
O	7.008	12.663	28.665	0.413	-0.351	-0.351
O	0.193	1.36	22.476	-0.01	-0.504	0.17
O	3.214	9.113	31.609	-0.172	-0.134	-0.643
O	5.547	8.327	18.193	-0.351	-0.135	0.452
O	8.708	5.347	26.483	0.528	-0.236	-0.071
O	4.16	3.406	20.147	0.01	-0.102	0.521
O	5.926	6.589	22.477	0.062	-0.185	0.282
O	0.523	0.039	20.247	-0.039	-0.642	-0.055
O	9.509	8.933	20.987	0.587	-0.122	-0.062
O	7.712	1.792	25.119	-0.099	-0.087	-0.192
O	3.446	12.778	24.138	0.004	0.524	0.138
O	10.234	1.656	24.255	-0.034	-0.053	-0.094
O	13.391	13.276	24.061	0.645	0.25	0.241
O	0.177	9.525	19.185	-0.072	-0.056	0.33
O	9.908	9.407	23.622	-0.36	-0.367	0.331
O	10.72	5.311	22.699	0.086	-0.112	0.429
O	7.767	10.311	22.425	-0.193	0.065	-0.52
O	9.388	13.291	23.362	0.083	0.562	0.04
O	11.878	6.512	26.801	0.085	-0.304	-0.377
O	0.904	5.986	22.916	0.135	0.111	-0.125
O	11.702	13.494	22.124	0.362	-0.203	-0.371
O	13.562	0.195	27.684	-0.075	-0.497	0.213
O	3.5	10.844	25.822	0.087	-0.139	-0.282
O	2.933	14.272	30.915	-0.108	-0.013	-0.443
O	5.785	-0.176	20.873	-0.048	0.139	0.468
O	0.199	11.85	27.292	-0.484	-0.065	0.309
O	1.76	3.533	22.914	0.499	-0.14	0.115
O	7.094	1.418	31.579	-0.038	-0.084	-0.31
O	6.769	11.691	31.044	-0.316	-0.042	-0.128
O	7.456	7.378	20.49	-0.126	-0.042	0.081
O	4.953	5.247	29.84	-0.029	0.235	-0.438
O	12.666	6.607	29.297	-0.014	-0.327	0.332
O	7.027	7.349	25.813	0.001	0.021	0.432
O	12.306	0.269	23.56	-0.125	0.025	-0.263
O	7.067	9.11	31.545	-0.119	-0.047	-0.444
O	2.768	1.027	25.037	0.087	-0.137	-0.005
O	2.353	13.153	26.616	0.214	0.627	0.126
O	5.557	13.352	26.66	-0.101	-0.187	-0.533
O	14.047	11.041	25.316	0.058	-0.227	-0.241
O	3.176	1.42	31.706	0.18	-0.03	-0.571
O	8.196	1.649	22.574	-0.043	-0.373	0.043
O	-0.422	10.566	30.948	0.1	0.037	-0.177
O	11.659	11.225	24.37	-0.278	0.308	-0.365
O	0.514	2.476	24.842	-0.439	0.258	0.403
O	14.849	13.076	31.722	-0.076	-0.013	-0.414
O	13.183	9.145	29.742	-0.232	0.314	-0.251
O	1.18	11.647	24.849	-0.29	0.244	-0.461
O	2.212	10.702	18.089	0.284	0.103	0.091
O	13.92	5.287	23.972	-0.302	-0.114	0.585
O	0.18	2.791	31.088	0.545	-0.055	-0.34
O	11.675	8.908	25.634	0.296	0.245	0.242
O	9.343	3.003	20.684	0.179	-0.059	0.621
O	0.338	9.345	28.863	0.086	0.243	-0.212
O	-0.249	7.868	30.918	0.303	-0.099	-0.338
O	13.074	4.482	21.705	0.293	-0.088	-0.561
O	12.311	12.747	26.388	0.508	0.088	0.115
O	7.078	6.591	30.659	0.149	0.086	-0.445
O	13.363	2.413	29.925	-0.035	0.078	0.078
O	1.205	7.315	27.496	0.417	-0.197	0.495
O	8.89	6.478	24.144	-0.15	0.228	-0.076
O	5.039	8.837	26.669	0.213	-0.374	0.297
O	8.163	5.327	21.903	0.099	-0.316	-0.241
O	2.084	7.994	18.221	0.255	-0.227	0.467
O	7.494	14.043	24.972	-0.012	0.405	-0.673
O	10.807	12.756	28.495	-0.069	-0.424	-0.225
O	4.67	7.374	24.571	-0.295	-0.004	0.574
O	0.367	14.215	28.279	-0.247	-0.152	0.534
O	14.369	5.849	27.382	0.166	-0.309	-0.012
O	3.587	11.689	30.996	0.1	-0.068	-0.403
O	9.019	12.779	30.391	-0.006	0.058	0.114
O	11.137	8.509	28.305	-0.571	0.595	-0.029
O	11.535	2.435	19.4	-0.329	-0.44	-0.088
O	7.054	3.944	30.779	0.302	0.058	-0.187
O	1.287	5.022	26.361	0.031	-0.142	-0.318
O	3.168	-0.015	20.508	0.217	-0.078	0.087
O	7.489	13.81	19.255	-0.334	-0.537	0.122
O	-0.408	5.318	31.724	0.137	0.089	-0.346
O	13.796	1.637	20.554	-0.048	0.14	0.06
O	14.61	0.294	31.012	-0.324	0.006	-0.362
O	4.53	13.348	29.131	0.076	0.349	-0.203
O	0.165	1.389	28.857	0.538	0.183	-0.279
O	3.018	3.963	31.013	-0.092	0.036	-0.247
O	11.22	14.06	30.815	0.498	0.089	-0.468
O	7.987	2.893	27.426	0.242	0.042	0.467
O	11.475	1.824	28.307	-0.7	-0.219	0.075
O	9.627	13.55	20.658	-0.08	0.3	0.172
O	11.085	4.964	20.145	-0.215	0.425	-0.129
O	2.103	4.906	20.795	-0.368	0.362	-0.276
O	7.085	5.151	28.445	0.188	0.209	-0.212
O	3.851	4.313	26.335	0.196	0.307	-0.078
O	12.375	9.09	23.056	0.182	0.331	0.037
O	5.629	10.97	18.226	-0.23	0.171	0.445
O	11.171	11.377	30.727	0.229	-0.094	-0.574
O	11.053	1.228	31.593	0.27	0.056	-0.371
O	11.091	3.521	30.408	-0.325	0.548	-0.178
O	4.947	11.081	27.967	0.38	-0.101	0.213
O	6.279	9.475	24.428	0.161	-0.103	-0.185
O	2.028	12.488	29.138	-0.105	-0.624	-0.048
O	8.881	3.841	23.916	-0.136	0.05	0.081
O	4.261	13.414	21.84	0.136	-0.264	-0.155
O	7.986	11.493	24.754	0.351	-0.323	0.683
O	8.022	0.817	20.03	0.372	-0.131	-0.262
O	12.315	1.543	25.856	0.406	0.463	-0.009
O	9.318	7.639	18.638	-0.055	-0.527	0.523
O	6.969	14.326	30.742	-0.104	0.088	-0.628
O	7.077	0.177	27.045	0.226	-0.181	0.657
O	5.244	0.035	25.109	0.197	-0.186	0.185
O	13.451	8.224	18.309	-0.137	0.063	0.365
O	5.81	11.841	23.326	0.185	0.403	0.231
O	5.991	3.439	18.304	-0.083	-0.368	0.226
O	6.39	4.416	25.902	-0.043	0.327	-0.346
O	10.182	11.304	21.817	0.396	-0.228	-0.164
O	0.566	0.519	26.416	-0.147	-0.254	-0.344
O	2.027	2.641	27.029	-0.053	-0.241	0.419
O	9.522	7.78	26.384	-0.314	0.6	-0.149
O	11.061	14.957	27.097	-0.584	0.317	-0.32
O	12.424	4.261	28.206	-0.223	-0.072	-0.137
O	14.421	7.648	22.728	0.524	0.396	0.077
O	13.483	9.237	20.711	-0.357	0.263	0.219
O	2.632	4.818	28.619	-0.179	0.09	-0.101
O	2.788	9.431	27.898	0.088	-0.156	0.32
O	14.022	14.692	21.881	0.304	-0.485	-0.434
O	9.701	13	26.035	-0.163	0.053	-0.129
O	4.765	2.624	24.456	0.067	0.136	-0.676
O	12.545	2.921	23.706	-0.107	0.189	0.191
O	2.936	6.596	30.696	-0.114	0.195	-0.281
O	3.834	8.198	22.21	0.012	-0.121	0.068
O	-0.022	6.996	25.185	-0.033	0.471	0.15
O	5.574	2.231	26.836	-0.245	-0.289	0.216

Results
total energy: -106055.198 eV
total energy less fixed offsets of O -438.35, Si -107.03 eV per atom: 1.962 eV
